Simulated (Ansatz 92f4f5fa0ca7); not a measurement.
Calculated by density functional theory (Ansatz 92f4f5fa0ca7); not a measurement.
Periodic cell of 437 atoms, Si288O149, from a study of silicon, its oxide and their interface. The atomic structure is a simulated model.
Doubt: the cutoff is far below the 930 eV that the study's wrapper takes by default for these files, so forces and energies are approximate.

Settings: functional PBE; potential files Ansatz PAW; basis plane waves; wave-function cutoff 580 eV; density cutoff ratio 5; exchange-correlation grid ratio 1; k mesh 1 x 1 x 1, Gamma-centred; self-consistency stop 5e-08 eV per atom in the density residual; occupations fixed; spin none; net charge 0.

Cell vectors (angstrom)
a 15.4687 0 0
b 0 15.4687 0
c -5.0566 -0.9766 32.6875

Atoms and the computed forces on them: element, x, y, z (angstrom), force x, y, z (eV/angstrom)
Si -5.097 -0.682 22.535 0.077 0.23 -0.448
Si -5.038 2.431 22.509 -0.002 -0.117 -0.346
Si -4.863 7.032 22.388 -0.046 -0.032 -0.042
Si -5.095 -5.299 22.372 0.047 -0.043 -0.339
Si -1.153 -0.85 22.529 -0.113 0.128 -0.441
Si -1.097 2.302 22.485 0.059 0.059 -0.455
Si -1.191 7.568 22.581 -0.005 -0.804 -0.022
Si -1.206 -5.487 22.643 -0.132 0.797 -0.025
Si 2.539 -1.738 22.277 -0.306 0.824 -0.362
Si 2.725 3.408 22.558 -0.002 0.011 -0.361
Si 2.743 6.543 22.57 -0.055 -0.157 -0.223
Si 2.601 -4.185 22.463 -0.024 -0.875 -0.023
Si -8.987 -1.653 22.367 0.04 0.73 -0.346
Si -8.959 3.319 22.453 -0.012 -0.07 -0.436
Si -8.968 6.456 22.462 0.045 -0.011 -0.374
Si -8.939 -4.063 22.48 0.063 -0.774 -0.164
Si -3.136 -1 23.84 -0.01 0.014 -0.147
Si -3.059 2.784 23.77 -0.063 -0.041 -0.109
Si -3.05 6.848 23.868 -0.028 0.088 -0.15
Si -3.183 -4.948 23.841 -0.025 -0.114 -0.214
Si 0.812 -1.074 23.797 -0.072 0.056 0.012
Si 0.78 2.865 23.811 0.007 0.04 -0.02
Si 0.719 6.813 23.813 0.097 0.047 -0.217
Si 0.743 -4.829 23.847 -0.009 -0.022 -0.103
Si 4.511 -1.041 23.559 0.026 -0.165 0.031
Si 4.636 2.983 23.855 0.009 0.041 -0.141
Si 4.659 6.76 23.9 -0.082 -0.027 -0.085
Si 4.581 -4.71 23.715 -0.039 0.17 -0.024
Si -7.11 -1.003 23.733 0.144 -0.02 0.016
Si -7.006 2.863 23.76 0.01 0.015 -0.103
Si -6.929 6.733 23.668 0.134 0.039 -0.192
Si -7.039 -4.84 23.721 0.124 0.031 0.029
Si -3.106 0.921 25.216 0.03 -0.008 0.189
Si -3.075 4.801 25.086 0.009 -0.088 -0.049
Si -3.165 8.685 25.302 0.049 0.044 0.157
Si -3.164 -2.957 25.148 0.041 -0.031 0.01
Si 0.84 0.909 25.141 0.064 0.009 0.116
Si 0.678 4.831 25.154 -0.026 -0.003 0.02
Si 0.814 8.707 25.207 0.122 0.002 0.152
Si 0.681 -2.925 25.226 -0.069 -0.049 0.146
Si 4.587 0.913 25.025 -0.004 0.074 -0.087
Si 4.642 4.85 25.265 0.027 0.032 0.299
Si 4.625 8.781 25.102 -0.025 -0.012 -0.011
Si 4.563 -2.841 25.161 0.03 -0.046 0.015
Si -7.087 0.926 25.126 -0.041 0.062 0.077
Si -6.923 4.825 25.108 -0.052 -0.026 0.036
Si -7.033 8.674 25.091 -0.052 -0.043 -0.036
Si -6.948 -2.916 25.135 -0.016 -0.063 0.027
Si -5.108 0.941 26.508 0.07 -0.018 -0.061
Si -5.005 4.81 26.486 -0.079 0.04 0.023
Si -5.139 8.683 26.561 0.082 -0.007 -0.039
Si -5.061 -2.915 26.548 -0.051 0.01 -0.025
Si -1.129 0.934 26.529 -0.104 -0.016 -0.101
Si -1.217 4.813 26.543 0.093 0.011 0.016
Si -1.157 8.698 26.564 -0.084 0.059 -0.06
Si -1.25 -2.923 26.56 0.05 0.011 -0.045
Si 2.738 0.947 26.518 -0.129 -0.057 -0.013
Si 2.642 4.833 26.537 0.077 0 -0.054
Si 2.739 8.711 26.55 -0.096 0.005 -0.017
Si 2.647 -2.901 26.563 0.05 -0.003 -0.113
Si -8.995 0.94 26.497 0.129 -0.046 -0.001
Si -8.849 4.835 26.547 -0.091 -0.01 -0.037
Si -8.935 8.708 26.5 0.055 -0.009 0.022
Si -8.919 -2.899 26.497 -0.047 0.017 -0.047
Si -5.063 -0.975 27.902 0.021 0.01 -0.023
Si -5.06 2.883 27.882 -0.001 -0.008 -0.045
Si -5.062 6.734 27.896 -0.019 -0.002 -0.038
Si -5.07 -4.847 27.913 0.003 -0.003 -0.042
Si -1.191 -0.982 27.911 -0.002 -0.002 -0.039
Si -1.183 2.874 27.901 0.009 -0.006 -0.04
Si -1.189 6.752 27.908 -0.003 -0.001 -0.033
Si -1.191 -4.847 27.923 0.035 -0.009 -0.029
Si 2.681 -0.966 27.911 0.014 -0.001 -0.032
Si 2.681 2.888 27.894 -0.006 0.003 -0.037
Si 2.684 6.764 27.906 -0.015 0.015 -0.039
Si 2.685 -4.836 27.917 0.002 -0.007 -0.031
Si -8.928 -0.979 27.893 0.013 0.007 -0.06
Si -8.924 2.88 27.888 -0.033 0.009 -0.032
Si -8.918 6.776 27.897 -0.026 -0.002 -0.045
Si -8.923 -4.832 27.887 0.004 0.002 -0.068
Si 1.934 0 2.05 -0.07 -0.003 0.132
Si 1.934 3.867 2.05 0.046 -0.08 0.009
Si 1.934 7.734 2.05 0.077 -0.144 -0.15
Si 1.934 -3.867 2.05 0.008 0.207 -0.1
Si 5.801 0 2.05 0.021 -0.235 0.132
Si 5.801 3.867 2.05 -0.071 0.159 -0.015
Si 5.801 7.734 2.05 0.007 -0.182 -0.129
Si 5.801 -3.867 2.05 0.044 0.321 0.028
Si 9.668 0 2.05 0.058 -0.079 0.219
Si 9.668 3.867 2.05 -0.02 -0.151 -0.113
Si 9.668 7.734 2.05 -0.008 -0.001 -0.19
Si 9.668 -3.867 2.05 -0.002 0.244 -0.012
Si -1.934 0 2.05 -0.166 -0.269 0.241
Si -1.934 3.867 2.05 0.04 0.056 0.037
Si -1.934 7.734 2.05 0.039 -0.177 -0.127
Si -1.934 -3.867 2.05 0.035 0.339 0.147
Si 1.956 1.935 3.431 -0.098 -0.006 0.094
Si 1.949 5.794 3.414 0.007 -0.005 0.109
Si 2.006 9.669 3.367 -0.104 0.05 0.042
Si 1.849 -1.932 3.438 0.081 0.017 0.054
Si 5.769 1.933 3.385 0.08 0.015 -0.018
Si 5.768 5.805 3.438 0.046 0 0.069
Si 5.845 9.67 3.362 -0.016 0.005 -0.047
Si 5.811 -1.933 3.485 0.013 -0.022 0.092
Si 9.621 1.933 3.425 0.086 -0.012 0.055
Si 9.693 5.794 3.384 -0.066 0.065 0.045
Si 9.639 9.679 3.379 0.088 0.006 0.04
Si 9.716 -1.935 3.469 -0.093 -0.002 0.014
Si -1.973 1.925 3.397 -0.077 -0.009 0.003
Si -1.88 5.802 3.434 -0.028 0.042 -0.043
Si -1.912 9.669 3.366 0.005 0.01 -0.057
Si -1.966 -1.933 3.519 -0.006 -0.025 0
Si -0.043 1.894 4.726 0.065 0.016 -0.007
Si 0.06 5.791 4.829 -0.007 -0.018 0.046
Si 0.056 9.664 4.659 0.025 -0.081 -0.063
Si -0.043 -1.939 4.938 0.097 0.097 0.001
Si 3.914 1.97 4.816 -0.053 0.013 0.088
Si 3.828 5.792 4.859 0.034 0.004 0.084
Si 3.954 9.651 4.706 0.092 -0.008 -0.004
Si 3.779 -1.908 4.788 -0.038 0.026 -0.076
Si 7.654 1.927 4.77 -0.048 -0.04 -0.15
Si 7.757 5.813 4.729 0.004 0.105 -0.102
Si 7.722 9.707 4.76 -0.082 -0.149 -0.004
Si 7.818 -1.942 4.884 0.004 0.017 0.003
Si -3.908 1.919 4.791 0.019 0.059 -0.1
Si -3.841 5.797 4.739 0.031 -0.015 0.011
Si -3.87 9.718 4.663 0.039 -0.183 -0.057
Si -3.889 -1.954 4.987 -0.024 0.082 0.028
Si -0.045 0.084 6.276 -0.198 0.048 -0.027
Si -0.004 3.791 6.115 -0.125 -0.05 -0.135
Si 0.164 7.801 6.098 0.148 0.133 0.032
Si -0.041 -4.003 6.166 -0.086 -0.102 0.092
Si 3.8 0.038 6.183 -0.038 0.054 -0.013
Si 3.86 3.859 6.301 0.182 0.008 0.117
Si 3.911 7.797 6.168 0.008 -0.039 -0.04
Si 3.844 -3.906 6.047 0.012 0.037 -0.038
Si 7.703 0.061 6.22 0 -0.059 0.065
Si 7.677 3.89 6.057 -0.089 0.077 0.075
Si 7.794 7.756 6.08 -0.02 0.011 -0.004
Si 7.83 -3.941 6.265 -0.17 0.096 0.019
Si -3.944 0.085 6.317 -0.041 0.06 0.143
Si -3.88 3.893 6.117 0.018 0.001 0.2
Si -3.835 7.782 5.981 -0.025 0.176 0.027
Si -3.879 -4.024 6.277 0.11 -0.021 -0.034
Si 1.897 0.671 7.486 0.092 0.305 -0.101
Si 1.843 3.261 7.447 0.163 -0.24 0.03
Si 2.063 8.412 7.526 -0.105 -0.186 -0.004
Si 1.945 -4.586 7.298 0.241 0.255 0.13
Si 5.737 -0.352 7.49 -0.141 -0.102 0.323
Si 5.917 4.322 7.592 -0.301 -0.056 0.112
Si 5.887 7.502 7.465 0.069 -0.095 0.334
Si 5.758 -3.527 7.387 -0.006 0.07 0.472
Si -5.921 0.628 7.62 -0.031 -0.023 0.268
Si -5.882 3.756 7.364 0.006 -0.092 0.34
Si -5.728 8.146 7.345 -0.014 -0.089 -0.019
Si -5.747 -4.82 7.535 -0.071 0.111 0.458
Si -2.003 0.504 7.638 0.186 0.044 0.223
Si -1.942 3.633 7.461 0.126 -0.108 0.271
Si -1.851 8.31 7.148 0.011 -0.717 0.084
Si -1.937 -4.806 7.414 -0.018 0.55 0.218
Si -5.52 6.387 8.993 -0.113 0.163 0.069
Si -3.123 -0.977 29.269 -0.051 0.103 0.008
Si -3.123 2.891 29.269 -0.031 -0.121 -0.112
Si -3.123 6.758 29.269 -0.059 0.053 -0.018
Si -3.123 -4.844 29.269 -0.095 -0.076 0.072
Si 0.744 -0.977 29.269 0.006 -0.01 0.049
Si 0.744 2.891 29.269 0.056 -0.043 -0.019
Si 0.744 6.758 29.269 0.035 0.013 0.023
Si 0.744 -4.844 29.269 0.036 0.048 0.106
Si -10.857 -0.977 29.269 0.049 -0.09 0.037
Si -10.857 2.891 29.269 0.041 0.101 -0.064
Si -10.857 6.758 29.269 0.078 -0.087 0.002
Si -10.857 -4.844 29.269 0.103 0.049 0.036
Si -6.99 -0.977 29.269 -0.064 0.023 -0.022
Si -6.99 2.891 29.269 -0.008 -0.082 -0.108
Si -6.99 6.758 29.269 0.002 -0.026 0.015
Si -6.99 -4.844 29.269 -0.114 0.081 0.057
Si -3.123 0.957 30.636 -0.028 -0.038 0.023
Si -3.123 4.824 30.636 0.002 0.013 -0.025
Si -3.123 -6.777 30.636 -0.028 0.036 0.02
Si -3.123 -2.91 30.636 -0.014 0.008 -0.004
Si 0.744 0.957 30.636 -0.044 -0.026 0.007
Si 0.744 4.824 30.636 0.055 -0.002 -0.004
Si 0.744 -6.777 30.636 -0.029 0.017 0.01
Si 0.744 -2.91 30.636 0.049 0.009 0.013
Si -10.857 0.957 30.636 0.022 -0.006 -0.014
Si -10.857 4.824 30.636 0.018 -0.008 0.008
Si -10.857 -6.777 30.636 0.012 0.01 -0.008
Si -10.857 -2.91 30.636 0.028 0.006 0.026
Si -6.99 0.957 30.636 0.038 0.004 -0.005
Si -6.99 4.824 30.636 -0.089 0.015 -0.003
Si -6.99 -6.777 30.636 0.037 -0.007 -0.002
Si -6.99 -2.91 30.636 -0.044 -0.006 0.02
Si -5.057 0.957 32.003 -0.031 0.007 0
Si -5.057 4.824 32.003 0.002 -0.008 -0.011
Si -5.057 -6.777 32.003 -0.024 0.008 -0.002
Si -5.057 -2.91 32.003 0.034 -0.005 -0.007
Si -1.189 0.957 32.003 0.007 0.034 0.02
Si -1.189 4.824 32.003 0.018 -0.008 -0.017
Si -1.189 -6.777 32.003 -0.013 -0.017 0.008
Si -1.189 -2.91 32.003 0.025 -0.002 -0.033
Si 2.678 0.957 32.003 0 0.009 0.014
Si 2.678 4.824 32.003 0.018 0.012 -0.017
Si 2.678 -6.777 32.003 0 -0.014 0.018
Si 2.678 -2.91 32.003 -0.012 -0.024 -0.022
Si -8.924 0.957 32.003 0.041 0.019 0.004
Si -8.924 4.824 32.003 -0.04 -0.015 0.002
Si -8.924 -6.777 32.003 0.029 -0.027 -0.001
Si -8.924 -2.91 32.003 -0.036 0.011 -0.005
Si 0 0 0.683 0.047 0.013 0.021
Si 0 3.867 0.683 -0.004 -0.047 0.004
Si 0 7.734 0.683 -0.03 -0.001 -0.011
Si 0 -3.867 0.683 0.02 0.059 -0.001
Si 3.867 0 0.683 -0.008 -0.164 0.007
Si 3.867 3.867 0.683 0.001 0.003 -0.015
Si 3.867 7.734 0.683 -0.007 -0.016 -0.027
Si 3.867 -3.867 0.683 -0.026 0.177 -0.007
Si 7.734 0 0.683 0.005 -0.093 0.014
Si 7.734 3.867 0.683 0.013 0.055 -0.004
Si 7.734 7.734 0.683 -0.002 -0.121 -0.021
Si 7.734 -3.867 0.683 0 0.18 -0.008
Si -3.867 0 0.683 0.01 -0.061 0.002
Si -3.867 3.867 0.683 -0.012 0.029 0.005
Si -3.867 7.734 0.683 -0.01 -0.026 -0.01
Si -3.867 -3.867 0.683 -0.017 0.054 0.004
Si -6.17 -3.418 15.093 -0.025 0.125 -0.061
Si 1.895 6.601 16.33 0.038 -0.04 -0.114
Si -8.649 -5.271 14.716 -0.076 0.017 0.118
Si 8.715 2.543 12.221 0.065 -0.045 0.194
Si 3.926 5.285 11.06 -0.228 0.029 0.402
Si 1.678 4.391 9.546 0.021 -0.115 -0.127
Si 1.408 -3.064 10.031 -0.078 -0.102 0.284
Si 5.012 0.615 10.387 -0.126 -0.231 0.161
Si 6.077 -5.648 9.686 -0.202 -0.03 -0.226
Si -5.709 7.741 11.668 0.144 0.05 0.228
Si 9.086 -4.931 10.525 0.075 0.063 0.33
Si 1.895 -5.634 11.86 0.042 -0.103 0.349
Si 4.704 -4.803 12.318 -0.116 0.155 0.343
Si -3.369 -2.926 15.943 0.056 -0.088 -0.154
Si -2.297 8.115 14.562 0.103 0.001 -0.022
Si -2.604 -0.873 10.45 -0.145 -0.01 0.261
Si -7.509 7.371 14.335 -0.098 0.041 0.091
Si -8.406 4.983 17.915 -0.094 -0.017 -0.145
Si 0.136 0.314 15.224 0.012 -0.093 -0.041
Si -3.679 1.698 14.582 -0.019 0.023 -0.019
Si -6.831 -2.724 18.118 -0.218 -0.035 -0.313
Si -9.415 5.006 15.155 -0.03 0.021 0.071
Si -0.76 -5.035 13.063 0.073 -0.055 0.222
Si 2.007 0.014 9.755 0.07 0.22 -0.113
Si 0.534 2.175 11.348 -0.016 0.048 0.18
Si -10.786 0 14.745 0.052 -0.073 0.039
Si 8.597 -2.395 12.384 -0.084 0.039 0.181
Si -2.312 6.151 9.321 0.081 0.098 -0.036
Si -8.34 1.988 14.895 -0.011 -0.01 0.022
Si -1.614 -3.662 10.344 0.04 -0.117 0.284
Si -5.663 -0.005 10.618 -0.006 -0.033 0.394
Si -4.33 4.27 13.494 0.048 0.059 0.131
Si -9.004 -0.697 19.203 -0.005 -0.111 -0.427
Si -1.487 3.334 19.613 0.021 -0.069 -0.421
Si -8.61 -4.998 19.392 -0.042 0.036 -0.535
Si -5.747 1.808 16.41 -0.075 0.001 -0.061
Si -2.843 6.393 12.182 -0.101 0.025 0.397
Si -0.521 8.277 17.098 0.048 0.09 -0.322
Si 0.979 4.81 18.653 0.07 0 -0.387
Si 2.392 1.98 13.978 -0.008 -0.009 0.262
Si 1.765 -0.466 19.289 0.011 0.061 -0.423
Si 2.327 7.379 9.748 -0.113 0.097 -0.032
Si -1.01 0.461 18.223 -0.033 0.081 -0.252
Si 3.106 5.053 14.051 -0.041 0.102 0.191
Si -1.076 -4.054 17.535 0.014 -0.117 -0.447
Si 5.454 -1.873 12.373 0.007 -0.134 0.257
Si -10.549 -4.537 17.111 -0.139 0.043 -0.298
Si -4.88 6.739 15.395 0.118 -0.028 -0.003
Si -4.383 4.571 20.308 -0.01 0.004 -0.004
Si -3.646 -0.062 16.974 -0.038 0.054 -0.067
Si -4.707 -2.939 20.291 -0.181 0.02 -0.037
Si -5.456 4.739 17.439 -0.018 -0.034 -0.351
Si -1.565 -3.242 20.41 0.124 0.02 0.029
Si -0.534 -2.656 15.003 0.034 -0.07 -0.002
Si -1.696 0.889 12.672 -0.1 0.107 0.184
Si -0.141 7.237 19.918 0.051 -0.349 -0.601
Si 2.925 2.437 19.633 -0.012 0.203 -0.37
Si -9.397 2.372 19.484 -0.079 0.188 -0.313
Si 3.776 8.3 17.881 0.194 -0.022 -0.476
Si 3.932 -1.579 17.415 0.069 -0.222 -0.251
Si 2.225 -6.605 20.49 0.126 -0.25 -0.172
Si -9.027 7.569 19.528 -0.045 -0.032 -0.511
Si 6.216 3.427 10.648 0.072 0.032 0.134
O 1.631 2.059 12.55 -0.047 0.022 -0.144
O 0.13 -0.354 19.077 0.073 -0.098 0.153
O 9.235 -2.311 13.888 -0.004 -0.013 -0.087
O 2.045 -3.646 8.666 -0.007 -0.125 -0.138
O -4.582 -3.815 15.282 0.038 0.011 0.023
O 5.69 0.496 8.91 0.098 -0.037 -0.321
O 6.181 3.514 9.014 0.084 0.087 -0.158
O 5.912 5.929 8.036 -0.091 0.052 -0.407
O 3.058 5.345 12.452 0.133 -0.008 -0.206
O 5.59 -4.393 8.78 0.029 -0.01 -0.158
O -9.085 3.433 14.907 0.022 -0.032 -0.017
O -0.385 0.616 16.723 -0.039 0.005 0.225
O 9.621 2.243 8.085 -0.049 -0.137 -0.456
O -2.016 -4.577 9.071 -0.019 -0.237 -0.447
O 9.343 4.915 8.547 0.124 0.163 -0.249
O 3.752 1.079 13.942 -0.08 0.063 -0.113
O 5.399 -0.704 11.257 -0.01 0.215 -0.208
O 9.263 6.804 10.425 -0.103 -0.221 -0.196
O 9.321 -0.162 9.066 0.002 0.102 -0.411
O -2 2.107 8.168 0.042 -0.124 -0.509
O -4.055 -0.182 10.631 0.108 0.033 -0.059
O -4.066 -1.536 16.434 0.049 0.03 0.065
O -1.894 6.391 10.874 0.093 -0.119 -0.239
O 7.616 -5.474 10.128 -0.003 -0.06 0.01
O -4.179 7.332 12.069 -0.086 0.017 -0.105
O -0.21 -2.91 10.002 -0.037 0.063 -0.146
O -9.17 7.451 21.144 0.029 -0.17 0.407
O 0.671 3.574 10.536 -0.105 0.061 0.039
O -0.179 -3.695 13.806 -0.051 -0.025 -0.116
O -5.262 1.446 14.876 0.096 -0.013 0.074
O -1.012 2.144 11.884 0.109 0.015 -0.108
O 3.39 0.691 10.304 0.001 -0.009 -0.039
O 5.82 -4.905 13.491 0.001 -0.026 -0.162
O -5.37 -2.671 18.823 0.272 -0.045 0.329
O 8.665 7.586 12.873 0.074 0.003 -0.225
O 0.612 8.573 20.492 -0.092 0.192 0.123
O -1.778 4.734 8.699 0.028 0.082 -0.05
O -8.847 -4.738 20.962 -0.042 0.31 0.491
O 4.926 -1.304 13.804 -0.014 0.011 -0.105
O -3.927 6.137 9.198 -0.085 -0.004 -0.038
O -4.414 5.941 21.207 -0.101 0.184 0.09
O -1.978 -0.436 9.008 0.09 0.143 -0.296
O 5.138 -5.666 11.009 0.144 -0.123 -0.217
O -8.548 8.573 14.702 0.029 -0.045 0.002
O -7.02 4.959 17.063 0.057 0.002 0.092
O -1.546 7.791 15.952 -0.014 -0.022 0.075
O -0.135 -3.291 16.447 -0.05 0.016 0.165
O -7.124 -4.668 14.616 -0.003 -0.038 0.024
O 2.16 -1.041 20.768 0.212 -0.432 0.64
O -8.989 4.889 21.871 0.098 -0.007 0.525
O -0.894 3.233 21.123 0.024 -0.146 0.415
O 3.268 -5.483 12.76 -0.025 -0.04 -0.146
O 1.735 -4.158 11.189 0.031 0.248 -0.21
O 9.04 -3.771 11.652 0.054 -0.153 -0.203
O 6.989 -2.361 12.528 0.005 0.004 -0.069
O -10.013 -4.6 18.646 0.077 -0.07 0.293
O -1.065 -1.947 21.273 0.102 0.109 0.274
O -5.064 3.367 21.156 -0.012 0.01 0.163
O 1.473 1.215 15.085 0.016 0.036 -0.01
O -0.537 4.234 18.651 -0.146 -0.04 0.188
O 4.094 -3.14 16.901 0.024 0.035 0.101
O 2.084 3.684 19.008 0.076 -0.074 0.165
O 0.992 6.057 19.718 -0.02 0.183 0.24
O 5.93 8.443 8.828 -0.068 -0.07 -0.141
O -3.283 4.833 12.388 0.058 0.107 -0.119
O -10.376 -1.261 18.516 0.073 0.071 0.188
O -7.731 -1.418 18.48 -0.04 0.109 0.14
O 2.469 -1.398 18.128 -0.17 0.027 0.184
O 3.77 6.751 10.32 -0.114 0.136 -0.158
O 3.221 4.172 10.09 -0.085 0.05 -0.11
O -5.07 0.672 17.408 0.059 -0.031 0.024
O -6.725 -2.803 16.494 -0.011 0.045 0.205
O -0.769 -3.412 18.992 -0.021 0.07 0.309
O -1.961 6.983 13.432 -0.055 -0.117 -0.157
O -8.16 -6.557 19.168 0.013 0.02 0.202
O 0.952 7.925 16.482 -0.079 0.058 0.072
O 7.882 1.858 13.452 0.05 -0.013 -0.085
O -5.104 3.235 16.9 0 0.065 0.09
O 4.038 -0.565 16.134 -0.047 0.032 0.125
O 4.481 2.589 19.186 0.01 0.013 0.139
O 2.937 7.671 21.363 0.015 0.059 0.167
O 4.03 -5.889 16.881 0.01 -0.082 0.173
O 0.763 0.866 10.399 0.02 -0.15 -0.024
O 2.637 -6.694 18.926 -0.199 0.114 0.376
O -1.33 -4.634 21.212 0.095 -0.323 0.138
O -10.436 7.777 18.753 0.011 -0.036 0.209
O 5.526 1.999 11.076 0.026 0.01 -0.005
O -2.955 0.915 15.828 -0.114 0.046 0.021
O -5.105 -1.667 21.22 -0.059 -0.017 0.128
O -5.188 -4.328 21.021 0.01 -0.081 0.137
O -5.041 0.871 21.891 -0.089 -0.058 0.725
O -9.535 5.262 16.77 0.085 -0.023 0.101
O -4.997 8.59 21.751 -0.013 0.141 0.594
O -9.381 0.755 15.066 0.023 0.042 0.007
O -2.467 -0.312 18.09 0.032 -0.031 0.097
O -7.361 1.869 16.223 0.051 -0.024 0.028
O -5.565 3.498 12.793 -0.084 -0.012 -0.097
O -1.158 0.719 21.9 0.095 0.06 0.613
O 0.348 -1.287 14.912 -0.038 0.012 0.006
O 4.561 -3.196 11.982 0.014 -0.008 -0.121
O 3.333 7.037 16.952 0.058 0.157 0.221
O -0.885 0.765 14.06 -0.073 0.025 -0.13
O 2.559 -5.12 21.057 -0.004 0.33 0.223
O -1.457 1.866 18.91 -0.022 0.046 0.102
O 2.774 2.398 21.248 -0.019 0.086 0.312
O -8.917 0.911 18.939 0.073 -0.036 0.113
O 2.754 4.976 21.938 -0.099 0.002 0.602
O 5.438 4.73 11.303 0.067 -0.004 -0.132
O -2.738 -2.498 10.545 -0.001 -0.015 -0.072
O 5.736 -1.956 7.959 0.1 -0.038 -0.571
O -9.071 2.393 21.081 0.09 0.116 0.385
O 1.322 6.03 9.675 0.194 -0.135 -0.138
O 2.351 1.04 19.053 -0.033 -0.065 0.123
O -6.35 7.417 15.481 -0.007 0.008 0.06
O 9.099 -1.151 11.506 0.068 0.147 -0.177
O -5.572 9.292 11.187 -0.006 0.058 -0.122
O 9.4 1.419 11.275 -0.001 -0.058 -0.151
O -1.263 6.857 21.034 -0.072 0.335 0.465
O 2.713 3.513 14.435 -0.001 -0.046 -0.069
O -1.664 -0.421 11.716 0.009 -0.124 -0.215
O -2.655 -3.839 17.104 0.038 0.034 0.107
O -3.251 1.135 13.117 0.132 -0.029 -0.024
O -8.341 6.207 18.977 0.038 0.095 0.153
O -8.997 -1.026 20.799 -0.009 -0.373 0.68
O -0.847 7.461 18.465 0.019 -0.043 0.373
O -8.618 3.564 18.685 -0.014 -0.119 0.168
O 1.994 -1.553 10.251 -0.011 -0.097 -0.037
O -5.678 -4.36 9.163 0.086 -0.107 -0.53
O -3.12 -3.016 20.07 -0.035 -0.009 -0.047
O -0.682 -5.623 17.456 0.007 0.05 0.116
O -9.301 -4.631 16.065 0.031 -0.019 0.056
O -1.719 7.461 8.573 -0.007 0.149 -0.02
O -4.941 5.561 14.267 -0.011 -0.023 -0.021
O -2.168 -2.452 14.917 -0.044 0.025 0.029
O 1.272 5.339 17.143 -0.033 -0.06 0.206
O 2.084 6.099 14.792 0.048 -0.062 -0.129
O -10.859 5.367 14.544 0.036 -0.002 -0.061
O -5.329 4.851 19.034 -0.001 0.011 0.222
O -3.466 3.322 14.52 0.007 -0.061 -0.022
O -2.941 4.062 19.725 -0.074 0.072 0.083
O -1.822 9.59 14.002 -0.027 0.055 -0.088
O -8.315 5.956 14.407 0.017 -0.003 -0.064
O 1.937 8.608 10.772 0.012 -0.148 -0.092
O 0.572 9.522 12.776 0.062 0.037 -0.124
O -4.539 5.937 16.785 -0.059 -0.046 0.042
O 7.71 3.441 11.302 -0.123 0.129 -0.234
O -1.51 -4.611 11.675 -0.072 0.122 -0.24
O -3.874 7.957 14.979 -0.056 0.001 0.057
O -7.474 -4.091 18.701 0.052 -0.067 0.172

Results
free energy: -267827.976 eV
free energy less fixed offsets of O -568.88, Si -635.61 eV per atom: -9.176 eV

The program warned: the cutoff lies below the one the program advises for these potential files; the forces do not sum to zero within the program's tolerance; the exchange-correlation potential is rough where the density is thin.
